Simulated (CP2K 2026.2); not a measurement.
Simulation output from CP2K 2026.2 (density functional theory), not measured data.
Periodic cell of 511 atoms, Si368O143, from a study of silicon, its oxide and their interface. The atomic structure is a simulated model.
Doubt: the forces sum to 2.01 eV/angstrom along one axis rather than to zero, so they err by at least 0.0039 eV/angstrom per atom on average; the grid cutoff is modest.

Settings
functional: PBE
method: Gaussian and plane waves
basis set: DZVP-MOLOPT-SR-GTH
pseudopotentials: GTH-PBE
grid cutoff: 350 Ry, relative cutoff 50 Ry
k points: Gamma only
occupations: fixed
spin: none
net charge: 0

Cell vectors (angstrom)
a	15.3871	0	0
b	0	15.3871	0
c	-2.0169	-4.9252	38.7401

Atoms and the computed forces on them: element, x, y, z (angstrom), force x, y, z (eV/angstrom)
Si	9.91	10.174	30.493	-0.356	0.135	0.564
Si	10.586	-0.197	30.157	-0.156	-0.118	0.159
Si	9.746	2.872	30.449	-0.252	0.066	0.614
Si	10.147	7.144	30.073	-0.022	0.015	0.057
Si	12.928	10.924	30.818	0.37	-0.169	0.643
Si	13.313	-1.33	30.742	0.441	0.078	0.552
Si	12.654	3.76	29.966	0.048	-0.046	0.192
Si	13.252	6.743	30.559	0.19	-0.017	0.587
Si	2.606	10.229	30.095	-0.079	-0.014	0.156
Si	2.71	-0.842	30.095	-0.052	0.005	0.185
Si	2.45	2.299	29.743	-0.149	0.022	0.058
Si	2.385	7.057	29.829	-0.003	0.046	0.263
Si	5.673	10.806	30.616	0.168	-0.101	0.62
Si	5.806	-1.548	30.42	0.207	0.147	0.705
Si	5.358	3.081	30.407	0.284	-0.077	0.637
Si	5.304	6.068	30.07	-0.049	-0.057	0.192
Si	-1.308	10.54	32.813	-0.038	-0.034	0.024
Si	-1.149	-1.061	32.831	0.031	0.02	0.106
Si	-1.377	2.816	32.609	0.191	0.069	0.607
Si	-1.317	6.698	32.742	0.042	0.008	0.057
Si	1.088	10.529	32.811	-0.184	-0.041	0.744
Si	1.226	-1.058	32.905	-0.238	0.066	0.724
Si	1.035	2.773	32.483	-0.063	0.038	0.722
Si	1.103	6.66	32.717	-0.202	0.009	0.754
Si	6.438	10.494	32.765	-0.001	0.018	0.045
Si	6.474	-1.068	32.623	0.05	-0.02	0.031
Si	6.34	2.841	32.581	0.016	-0.021	0.038
Si	6.341	6.623	32.945	0.405	0.007	0.606
Si	8.833	10.503	32.592	0.04	0.007	0.036
Si	8.907	-1.02	32.607	-0.213	0.008	0.592
Si	8.799	2.864	32.607	-0.014	0	0.049
Si	8.768	6.615	32.767	-0.189	0.124	0.702
Si	13.559	-2.944	34.075	-0.039	-0.006	0.031
Si	13.502	0.902	33.908	-0.041	0.014	-0.044
Si	13.473	4.73	33.912	-0.039	-0.03	-0.046
Si	13.497	8.598	34.001	-0.039	0.034	-0.035
Si	1.787	-2.994	34.085	0.037	0.005	-0.09
Si	1.763	0.974	33.921	0.012	-0.006	-0.109
Si	1.738	4.668	33.817	0.043	-0.009	-0.113
Si	1.747	8.576	33.965	0.004	-0.006	-0.111
Si	5.884	-2.942	33.961	-0.073	-0.004	0.024
Si	5.829	0.884	33.831	-0.079	-0.003	-0.074
Si	5.812	4.643	34.054	-0.011	0.035	-0.038
Si	5.816	8.61	34.045	-0.057	-0.036	-0.041
Si	9.484	-2.962	33.852	0.059	-0.004	-0.049
Si	9.441	0.924	33.857	0.029	0.015	-0.076
Si	9.403	4.705	33.976	0.043	0.056	-0.064
Si	9.437	8.596	33.897	0.031	-0.028	-0.082
Si	11.475	-2.955	35.177	-0.016	-0.001	0.02
Si	11.464	0.896	35.135	-0.012	0.001	-0.002
Si	11.458	4.723	35.171	0	-0.02	0.004
Si	11.448	8.587	35.179	-0.001	0.018	-0.006
Si	-0.029	-2.966	35.562	-0.03	0.014	-0.047
Si	-0.064	0.94	35.413	-0.019	-0.001	-0.027
Si	-0.057	4.695	35.369	-0.028	0.003	-0.011
Si	-0.058	8.581	35.473	-0.053	-0.004	-0.054
Si	3.854	-2.968	35.219	-0.012	-0.008	-0.004
Si	3.812	0.91	35.133	-0.006	-0.025	-0.018
Si	3.735	4.691	35.163	-0.023	0.02	0.011
Si	3.768	8.595	35.22	0.003	0.011	0.01
Si	7.706	-2.956	35.421	0.003	0.023	-0.071
Si	7.633	0.885	35.365	-0.015	-0.03	-0.044
Si	7.636	4.678	35.507	0.01	0.028	-0.008
Si	7.672	8.587	35.464	0.006	-0.022	-0.028
Si	11.48	10.508	36.58	0.021	-0.003	-0.006
Si	11.468	-1.02	36.556	-0.001	-0.011	0.007
Si	11.484	2.8	36.563	-0.001	0.003	-0.002
Si	11.468	6.652	36.563	-0.024	-0.001	0.015
Si	-0.039	10.481	36.829	0.017	0.001	0.045
Si	-0.039	-0.985	36.771	0.002	0.003	0.022
Si	-0.058	2.825	36.763	0.017	0.005	0.039
Si	-0.051	6.62	36.728	0.019	-0.014	0.02
Si	3.811	10.506	36.618	0	-0.002	-0.002
Si	3.808	-1.013	36.56	-0.006	0.003	-0.012
Si	3.79	2.795	36.579	0.012	0.009	-0.023
Si	3.774	6.633	36.558	0.023	-0.007	0.01
Si	7.676	10.517	36.769	0.012	-0.006	0.021
Si	7.663	-1.024	36.723	-0.003	-0.004	0.034
Si	7.647	2.75	36.782	0.001	0.019	0.023
Si	7.644	6.646	36.765	-0.011	-0.018	0.066
Si	13.357	10.497	38.043	-0.028	0.002	0.005
Si	13.361	-1.019	38.012	-0.026	0.008	-0.005
Si	13.359	2.811	38.021	-0.005	-0.004	0.018
Si	13.365	6.644	38.001	-0.03	-0.015	0.012
Si	1.936	10.503	38.068	-0.01	0.012	0.006
Si	1.933	-1.015	38.028	-0.006	0.008	0.006
Si	1.913	2.799	38.028	-0.001	-0.004	0.013
Si	1.907	6.642	38.019	0.002	-0.002	0.003
Si	5.704	10.502	38.035	-0.019	-0.011	0.019
Si	5.695	-1.029	38.003	-0.015	0.002	0.017
Si	5.671	2.796	38.03	-0.01	0.005	0.023
Si	5.663	6.647	38.011	0.004	0.007	0.015
Si	9.622	10.51	38.052	0.022	-0.006	-0.003
Si	9.609	-1.021	38.025	0.006	0.003	0.013
Si	9.618	2.786	38.034	0.02	-0.006	0.01
Si	9.608	6.648	38.035	-0.002	0	-0.004
Si	0.045	1.938	11.497	0	0.001	-0.007
Si	0.031	5.838	11.507	-0.014	-0.011	-0.012
Si	0.038	9.637	11.596	-0.01	0.019	-0.013
Si	0.057	13.481	11.572	-0.039	-0.024	-0.002
Si	3.917	1.947	11.507	-0.01	0.003	-0.003
Si	3.917	5.837	11.535	0.001	-0.003	-0.003
Si	3.905	9.636	11.612	0.004	0.027	-0.002
Si	3.916	13.496	11.572	0.027	-0.019	-0.005
Si	7.692	1.961	11.501	-0.004	0.008	-0.011
Si	7.689	5.842	11.525	0.009	-0.013	-0.014
Si	7.681	9.638	11.581	-0.022	0.012	-0.007
Si	7.672	13.517	11.537	-0.022	-0.023	-0.002
Si	11.628	1.955	11.488	0.009	0.013	-0.016
Si	11.592	5.858	11.529	0.012	-0.006	-0.01
Si	11.599	9.65	11.591	0.04	0.025	-0.006
Si	11.625	13.518	11.539	0.021	-0.012	-0.009
Si	13.535	1.899	12.881	0.009	0.02	-0.017
Si	13.516	5.893	12.893	-0.002	0.003	0.006
Si	13.518	9.672	13.003	0.003	0.005	-0.007
Si	13.533	13.475	12.963	-0.009	-0.011	-0.006
Si	1.982	1.958	12.821	0	0.016	-0.061
Si	1.966	5.796	12.833	-0.017	0.01	-0.03
Si	1.968	9.57	12.956	-0.014	-0.038	-0.022
Si	1.997	13.472	12.916	0.015	0.003	0.016
Si	5.799	1.921	12.92	0.005	0.011	-0.005
Si	5.807	5.867	12.952	0.022	-0.007	0.004
Si	5.8	9.677	13.044	0.004	-0.011	-0.01
Si	5.797	13.481	13.01	0.007	0.007	-0.008
Si	9.664	2.005	12.755	0.006	0.039	-0.031
Si	9.63	5.872	12.832	-0.022	-0.037	-0.021
Si	9.628	9.616	12.887	0.013	0.003	0.04
Si	9.641	13.575	12.785	0.021	0.011	0
Si	13.565	-0.001	14.33	-0.009	0.013	0.016
Si	13.551	3.896	14.094	0.013	-0.017	-0.035
Si	13.507	7.762	14.391	-0.003	0.011	0.001
Si	13.519	11.588	14.408	-0.007	0.011	-0.039
Si	1.998	0.073	14.191	0.012	-0.014	0.037
Si	1.976	3.879	14.16	0.012	-0.015	0.008
Si	1.944	7.6	14.314	0.014	0.036	-0.016
Si	2.013	11.514	14.257	0	-0.019	0.003
Si	5.819	0.026	14.372	0.013	0	0.012
Si	5.78	3.884	14.209	-0.007	-0.004	-0.023
Si	5.798	7.756	14.431	-0.006	0.002	0.035
Si	5.796	11.59	14.472	0.032	0.019	0.007
Si	9.665	0.13	14.112	0.004	-0.014	-0.013
Si	9.656	3.92	14.091	-0.014	-0.02	-0.032
Si	9.618	7.705	14.308	-0.014	-0.015	0.011
Si	9.609	11.635	14.055	-0.018	-0.005	0.041
Si	0.171	0.015	15.652	-0.079	-0.054	-0.025
Si	0.048	3.869	15.468	-0.017	0.03	0.033
Si	0.06	7.639	15.773	-0.011	0.036	0.032
Si	0.158	11.544	15.702	-0.098	-0.034	0.033
Si	3.824	0.036	15.674	0.067	-0.02	-0.019
Si	3.851	3.87	15.564	0.03	-0.013	-0.001
Si	3.826	7.591	15.76	-0.015	0.048	-0.015
Si	3.812	11.468	15.822	0.03	-0.003	-0.002
Si	7.854	0.132	15.599	-0.049	-0.031	0.01
Si	7.752	3.902	15.449	0.015	0.034	0.015
Si	7.751	7.801	15.803	0.015	0.041	0.021
Si	7.872	11.708	15.632	-0.052	0.007	0.011
Si	11.525	0.042	15.525	0.055	-0.059	-0.016
Si	11.617	3.934	15.347	-0.013	0.053	0.067
Si	11.528	7.735	15.706	0.03	0.048	0.063
Si	11.409	11.62	15.506	0.037	-0.042	-0.041
Si	0.113	2.023	16.892	0.008	0.036	0.071
Si	0.012	5.602	17.057	0.014	0.043	0.025
Si	0.758	9.603	16.932	0.158	-0.108	-0.633
Si	0.817	-1.912	16.914	0.032	0.067	-0.017
Si	3.827	2.005	16.986	0.039	-0.012	0.083
Si	3.859	5.626	17.153	0.027	0.016	0.147
Si	3.183	9.446	17.06	-0.155	0.148	-0.586
Si	3.21	-1.893	16.902	-0.004	0.017	-0.028
Si	7.819	2.071	16.929	-0.042	0.026	0.081
Si	7.724	5.71	16.937	-0.082	0.024	0.1
Si	8.402	9.846	16.982	0.038	-0.036	0.025
Si	8.467	-1.717	16.899	0.044	-0.004	-0.058
Si	11.593	2.047	16.707	0.016	0.016	0.03
Si	11.656	5.684	16.91	0.018	0.033	-0.014
Si	10.82	9.734	16.816	-0.044	-0.048	-0.029
Si	10.888	-1.841	16.781	-0.041	0.097	-0.02
Si	13.475	2.437	18.003	0.112	0.297	-0.492
Si	13.469	4.886	18.266	-0.041	-0.005	-0.059
Si	-0.768	9.06	19.552	0.019	-0.078	-0.045
Si	-0.226	-1.346	18.91	0.394	-0.219	-0.436
Si	1.94	2.587	18.329	-0.05	0.06	-0.011
Si	1.875	5.049	18.402	0.077	-0.231	-0.652
Si	5.021	10.993	20.406	0.108	0	-0.006
Si	4.227	-1.995	18.984	-0.288	0.093	-0.585
Si	5.825	2.437	18.142	0.049	0.325	-0.563
Si	5.885	4.909	18.238	-0.099	-0.137	-0.793
Si	7.741	10.585	19.169	0.217	-0.059	-0.696
Si	7.419	-1.748	19.01	0.392	0.103	-0.439
Si	9.82	2.761	18.027	-0.215	0.165	-0.614
Si	9.707	5.147	18.035	0	0.05	-0.043
Si	12.095	10.259	18.669	-0.411	-0.154	-0.434
Si	12.396	-2.201	18.51	-0.412	0.151	-0.494
Si	0.572	9.247	26.322	-0.068	0.152	0.001
Si	-0.448	0.488	26.113	-0.06	-0.015	-0.151
Si	0.228	4.539	25.55	-0.011	-0.129	-0.108
Si	3.597	8.548	20.17	0.052	0.049	-0.209
Si	6.465	12.045	22.943	0.017	-0.106	0.032
Si	12.978	4.93	20.595	0.131	-0.008	-0.777
Si	2.873	-0.738	21.459	-0.047	0.023	-0.042
Si	8.404	8.279	21.085	-0.023	0.001	-0.13
Si	1.809	6.707	26.97	0.037	0.003	0.013
Si	6.839	0.935	20.586	0.032	-0.17	-0.202
Si	5.84	6.513	20.88	-0.021	-0.021	-0.063
Si	9.783	11.195	27.578	0.053	-0.196	0.196
Si	9.514	2.068	23.739	-0.025	-0.014	-0.064
Si	10.648	3.487	26.042	-0.091	0.091	-0.031
Si	13.678	8.54	24.35	-0.097	-0.039	-0.038
Si	1.169	1.322	20.174	0.263	0.402	-0.481
Si	1.051	7.012	20.712	-0.026	-0.154	-0.112
Si	2.444	11.449	25.562	-0.026	0.008	-0.138
Si	11.518	11.978	20.983	0.057	-0.128	-0.076
Si	9.339	2.824	20.908	0.156	0.089	-0.169
Si	8.359	2.741	27.831	-0.032	0.122	0.037
Si	13.759	2.046	20.91	0.074	-0.019	-0.2
Si	9.972	5.652	20.285	-0.105	-0.211	-0.758
Si	1.552	-2.98	28.169	-0.035	0.007	0.259
Si	-1.433	8.989	28.628	-0.059	-0.003	0.02
Si	-0.583	6.035	22.947	0.029	-0.012	0.073
Si	4.593	0.628	25.81	-0.038	-0.002	-0.049
Si	4.532	6.305	25.724	0.072	0.08	-0.085
Si	11.602	8.798	26.551	0.156	0.06	0.015
Si	4.693	9.263	26.189	0.021	-0.088	0.061
Si	5.799	4.796	23.575	0.06	-0.052	0.029
Si	7.55	9.667	26.394	-0.032	-0.043	0.037
Si	0.176	-2.197	21.715	-0.052	0.033	-0.121
Si	13.345	2.893	26.982	0.04	0.1	0.096
Si	9.392	-2.901	23.159	-0.001	-0.041	0.036
Si	6.344	1.782	23.39	0.03	0.014	-0.076
Si	11.028	-0.609	24.554	0.021	-0.016	-0.09
Si	2.024	2.237	26.604	-0.057	0.012	0.125
Si	8.329	9.809	23.687	-0.054	0.13	-0.118
Si	13.773	-0.026	23.237	0.034	0.005	0.055
Si	14.104	10.792	22.159	-0.106	-0.03	-0.097
Si	9.92	6.252	27.101	0.05	-0.05	0.112
Si	-1.14	-1.83	27.989	-0.008	0.104	0.08
Si	6.165	8.507	28.567	-0.112	0.101	0.042
Si	6.345	0.718	28.441	-0.024	0.011	0.092
Si	11.29	-1.605	27.412	0.125	0.039	0.058
Si	7.187	5.121	26.192	-0.023	-0.095	-0.003
Si	4.017	-1.851	24.102	-0.051	-0.022	-0.086
Si	0.005	13.488	0.642	0.029	0.009	0.006
Si	0.006	1.977	0.64	0.031	-0.011	0.006
Si	0.004	5.816	0.649	0.025	0.008	0.007
Si	-0.001	9.658	0.641	0.027	-0.004	0.003
Si	3.926	13.488	0.655	-0.02	0.008	0.005
Si	3.925	1.982	0.655	-0.032	-0.003	0.006
Si	3.925	5.816	0.663	-0.021	0.002	0.011
Si	3.921	9.65	0.645	-0.006	-0.01	0.004
Si	7.709	13.495	0.642	0.024	0.001	0.011
Si	7.712	1.974	0.641	0.022	-0.002	0.001
Si	7.706	5.802	0.651	0.023	0.015	0.011
Si	7.705	9.653	0.64	0.032	-0.009	0.013
Si	11.618	13.5	0.656	-0.025	0.009	0.008
Si	11.618	1.979	0.654	-0.035	-0.002	0.005
Si	11.623	5.806	0.668	-0.021	0.006	0.012
Si	11.612	9.646	0.646	-0.03	-0.005	0.006
Si	1.963	13.5	1.973	-0.003	-0.006	-0.018
Si	1.962	1.97	1.976	0.001	0.015	-0.007
Si	1.961	5.812	1.98	0.002	-0.016	-0.018
Si	1.96	9.655	1.969	-0.004	0.005	-0.022
Si	5.821	13.499	2.04	0.002	-0.011	0.004
Si	5.821	1.971	2.04	0.001	0.007	0.005
Si	5.819	5.809	2.048	-0.003	0.004	0.005
Si	5.815	9.653	2.035	0	0.004	0.003
Si	9.66	13.499	1.981	0.004	-0.013	-0.012
Si	9.661	1.969	1.984	0.008	0.005	-0.012
Si	9.66	5.811	1.987	0.009	0.007	-0.014
Si	9.658	9.654	1.976	0.001	0.007	-0.011
Si	13.509	13.497	2.045	-0.005	-0.019	0.003
Si	13.51	1.972	2.045	-0.005	0.01	0.007
Si	13.512	5.81	2.056	-0.008	0.001	0.012
Si	13.501	9.654	2.041	-0.001	0.001	0.005
Si	1.964	0.039	3.341	0.001	0	-0.001
Si	1.963	3.889	3.349	-0.005	0.006	0
Si	1.962	7.737	3.345	0.001	-0.001	-0.004
Si	1.964	11.576	3.34	0.005	0	-0.006
Si	5.817	0.04	3.39	-0.012	0	0.001
Si	5.818	3.887	3.401	-0.004	0.004	0.006
Si	5.817	7.736	3.396	0.004	-0.006	0.007
Si	5.818	11.576	3.389	0.008	0	0.002
Si	9.66	0.038	3.35	-0.009	-0.005	-0.005
Si	9.662	3.889	3.358	-0.006	-0.001	-0.004
Si	9.658	7.737	3.353	-0.003	-0.002	0.002
Si	9.661	11.576	3.348	0.004	-0.001	0.002
Si	13.509	0.04	3.394	0.009	0.002	0.002
Si	13.51	3.888	3.408	0.011	0.006	0.01
Si	13.506	7.737	3.403	0.005	-0.006	0.01
Si	13.504	11.576	3.397	-0.003	-0.001	0.007
Si	0.058	0.037	4.736	-0.005	-0.001	0.005
Si	0.06	3.889	4.742	0.003	-0.003	0.004
Si	0.057	7.739	4.737	-0.002	0.003	-0.002
Si	0.057	11.577	4.728	-0.008	-0.005	-0.003
Si	3.877	0.036	4.726	0.005	0	0.005
Si	3.875	3.888	4.729	-0.007	-0.003	0.001
Si	3.875	7.737	4.726	0.003	0.002	-0.004
Si	3.877	11.578	4.719	0.008	-0.002	-0.005
Si	7.749	0.037	4.738	-0.002	-0.001	0.002
Si	7.752	3.89	4.742	0.002	0.003	0.003
Si	7.75	7.739	4.739	0.002	0.009	0.002
Si	7.75	11.578	4.73	-0.005	-0.004	0
Si	11.572	0.036	4.737	0.001	-0.002	0
Si	11.571	3.888	4.744	0.002	0.004	0.001
Si	11.568	7.739	4.74	0.002	0.006	-0.002
Si	11.569	11.579	4.734	0.003	-0.004	0
Si	0.055	13.493	6.095	0.012	-0.008	-0.003
Si	0.06	1.962	6.098	0.006	0.016	0.002
Si	0.058	5.817	6.098	0.004	0.002	0.002
Si	0.055	9.663	6.098	0.013	0.004	0
Si	3.881	13.494	6.086	-0.011	-0.01	-0.004
Si	3.875	1.962	6.087	-0.004	0.012	-0.003
Si	3.875	5.814	6.087	-0.001	-0.002	-0.002
Si	3.879	9.662	6.086	-0.007	0.009	-0.005
Si	7.744	13.495	6.098	0.003	-0.016	-0.002
Si	7.749	1.963	6.099	-0.003	0.002	0.001
Si	7.749	5.816	6.1	-0.003	0	0.003
Si	7.745	9.664	6.099	0.006	0.004	0
Si	11.575	13.496	6.102	-0.005	-0.013	0
Si	11.573	1.96	6.102	-0.002	-0.003	0
Si	11.57	5.817	6.102	0	0	0.003
Si	11.572	9.663	6.103	-0.007	0.003	0.003
Si	1.972	13.484	7.469	0.002	0	-0.002
Si	1.972	1.96	7.477	0	-0.012	0.01
Si	1.971	5.817	7.476	0.004	0.008	0.006
Si	1.973	9.666	7.467	0.007	-0.004	-0.001
Si	5.807	13.485	7.444	0.001	0.012	-0.004
Si	5.807	1.965	7.433	-0.009	-0.004	0
Si	5.807	5.819	7.432	-0.004	0.001	-0.005
Si	5.807	9.667	7.438	0	-0.008	-0.009
Si	9.657	13.491	7.476	-0.005	0.008	0.002
Si	9.659	1.965	7.481	-0.004	-0.004	0.005
Si	9.658	5.821	7.483	0.001	0.006	0.005
Si	9.656	9.669	7.477	-0.003	-0.001	0
Si	13.512	13.484	7.449	0	0.01	-0.005
Si	13.513	1.961	7.443	0.006	-0.004	0.001
Si	13.51	5.822	7.44	0.003	0.001	-0.005
Si	13.509	9.668	7.446	0.001	-0.007	-0.007
Si	1.976	0.019	8.823	-0.003	-0.008	0.003
Si	1.973	3.891	8.837	0	0.009	0.016
Si	1.975	7.751	8.831	-0.006	0.017	0.007
Si	1.975	11.571	8.855	0.001	0.006	-0.001
Si	5.8	0.033	8.779	0.004	0.012	-0.006
Si	5.807	3.895	8.784	0	0.009	-0.006
Si	5.8	7.745	8.788	0.003	-0.008	-0.011
Si	5.802	11.569	8.827	-0.004	-0.018	-0.002
Si	9.655	0.028	8.83	0.003	-0.011	0.011
Si	9.659	3.894	8.845	0	-0.008	0.014
Si	9.652	7.754	8.841	-0.001	0.01	0.008
Si	9.655	11.578	8.863	0.003	-0.011	0.002
Si	13.525	0.027	8.79	-0.004	0.008	-0.005
Si	13.509	3.897	8.79	0.001	0.013	-0.005
Si	13.51	7.748	8.799	0.006	-0.009	-0.006
Si	13.514	11.571	8.835	0.001	-0.009	-0.001
Si	0.047	0.003	10.171	0.04	0.004	-0.005
Si	0.025	3.89	10.17	0.003	0.002	0.009
Si	0.036	7.758	10.168	0.027	-0.003	-0.007
Si	0.045	11.558	10.216	0.027	-0.003	-0.003
Si	3.907	0.015	10.173	-0.019	-0.004	-0.013
Si	3.917	3.897	10.18	0.004	-0.001	0.006
Si	3.909	7.754	10.184	-0.005	0	-0.012
Si	3.901	11.559	10.227	-0.018	0.013	-0.004
Si	7.697	0.036	10.154	-0.004	-0.007	-0.012
Si	7.703	3.904	10.172	0.002	-0.003	0.001
Si	7.696	7.753	10.168	0	-0.002	-0.013
Si	7.708	11.569	10.211	0.016	0.001	0.002
Si	11.612	0.03	10.148	-0.013	-0.011	-0.01
Si	11.611	3.912	10.178	-0.014	-0.008	-0.001
Si	11.6	7.765	10.171	-0.022	-0.001	0.001
Si	11.597	11.572	10.213	-0.018	0.004	-0.003
O	11.446	10.292	31.017	0.119	-0.19	0.178
O	9.493	-1.003	31.053	-0.116	-0.301	-0.222
O	12.034	-0.336	30.86	0.169	0.393	0.312
O	11.067	3.823	30.318	-0.006	0.627	-0.128
O	11.7	7.219	30.51	-0.013	0.32	0.119
O	9.264	6.42	31.211	-0.198	-0.386	-0.27
O	13.386	2.831	31.078	0.042	-0.482	-0.264
O	1.544	10.589	31.244	-0.272	-0.03	-0.227
O	4.059	10.749	30.545	-0.203	-0.034	0.383
O	4.206	-1.38	30.286	0.068	-0.074	0.244
O	1.849	-1.134	31.406	0.096	-0.218	-0.112
O	1.304	2.656	30.845	-0.335	0.186	-0.564
O	3.735	3.097	30.32	-0.264	0.14	0.029
O	1.606	6.626	31.161	0.216	-0.014	-0.251
O	3.759	6.234	29.679	-0.178	-0.409	-0.013
O	5.426	6.561	31.592	-0.168	0.408	-0.094
O	0.265	9.7	18.497	0.059	0.311	0.381
O	3.598	9.044	18.618	0.092	-0.105	0.069
O	6.141	10.4	19.386	-0.26	-0.409	-0.412
O	5.825	-1.867	18.699	-0.053	0.094	-0.505
O	13.131	9.018	18.896	-0.19	-0.47	-0.207
O	9.637	8.672	29.922	-0.299	-0.022	-0.156
O	9.723	11.144	29.202	-0.123	0.554	-0.071
O	5.599	1.131	24.655	0.14	0.017	-0.027
O	10.193	1.355	30.092	0.135	-0.048	-0.132
O	9.947	6.31	28.713	-0.017	-0.362	0.093
O	12.769	-2.863	30.602	-0.297	0.033	-0.235
O	13.574	10.302	29.477	0.296	0.196	-0.418
O	3.475	1.777	26.06	0.183	0.387	-0.034
O	5.761	1.497	19.509	-0.53	-0.185	0.274
O	13.31	5.234	29.972	0.391	0.103	-0.504
O	-1.017	3.99	26.41	-0.271	0.319	0.341
O	-1.219	7.742	29.65	0.606	0.055	-0.07
O	2.127	11.034	28.792	-0.086	-0.188	-0.43
O	-0.07	-3.038	28.135	-0.32	-0.645	0.122
O	-1.198	-1.002	29.397	0.455	0.445	-0.083
O	-0.862	0.57	24.548	0.373	0.1	-0.206
O	8.285	9.048	25.104	0.11	-0.71	0.084
O	2.765	0.721	29.762	0.164	0.037	-0.061
O	4.771	8.776	27.753	-0.332	-0.008	0.162
O	6.169	-3.11	30.112	0.392	-0.009	-0.279
O	6.329	9.673	29.668	0.314	-0.202	0.045
O	10.737	-0.768	28.667	-0.277	0.378	-0.211
O	6.551	-0.626	29.311	0.433	-0.122	-0.304
O	5.817	4.55	29.872	0.182	0.216	-0.339
O	5.815	1.898	29.41	0.046	-0.052	0.195
O	6.233	7.048	29.208	0.636	-0.1	-0.374
O	10.8	5.008	26.559	0.46	0.108	-0.031
O	13.353	1.568	19.413	-0.256	-0.694	0.035
O	0.448	0.02	19.479	-0.088	-0.117	-0.403
O	-0.18	4.861	24.003	0.062	-0.289	-0.09
O	4.437	7.191	20.444	-0.276	-0.306	-0.087
O	14.025	5.531	21.643	0.049	0.209	-0.131
O	-0.529	8.545	25.417	-0.021	-0.155	-0.034
O	3.766	-0.933	20.121	-0.045	0.372	0.147
O	1.636	5.722	19.906	-0.067	-0.171	0.253
O	4.224	9.752	21.056	-0.2	-0.059	0.641
O	3.968	11.899	19.579	-0.607	-0.432	-0.121
O	7.755	1.244	27.861	0.52	-0.409	-0.097
O	2.251	-2.855	26.73	0.272	0.489	-0.141
O	7.515	-0.477	20.066	0.1	-0.138	0.182
O	8.702	8.683	22.61	0.399	-0.392	0.357
O	6.155	5.375	19.788	0.136	-0.461	0.386
O	8.007	12.181	19.532	0.469	0.105	0.372
O	10.195	2.405	19.601	0.302	-0.497	0.29
O	6.062	10.088	25.944	-0.013	0.596	-0.357
O	7.905	2.137	20.709	-0.251	0.377	0.1
O	10.045	2.253	22.227	0.468	-0.324	-0.105
O	-0.29	7.566	19.957	-0.148	-0.511	0.041
O	2.191	0.735	21.311	0.275	0.282	0.478
O	-0.108	9.379	27.791	0.496	0.149	0.429
O	-0.371	-2.348	20.189	-0.184	-0.42	0.034
O	7.912	1.91	23.761	-0.052	0.24	0.198
O	6.907	10.525	23.329	-0.412	-0.081	0.032
O	13.796	7.103	23.63	-0.295	-0.235	-0.041
O	2.882	-3.019	24.292	-0.277	0.022	-0.462
O	8.318	10.954	26.957	-0.141	0.318	-0.189
O	3.224	6.039	26.612	0.124	-0.665	0.059
O	1.05	10.6	25.561	-0.149	0.1	-0.108
O	9.93	3.375	24.602	-0.302	0.377	-0.029
O	11.522	5.617	20.77	0.058	0.347	0.204
O	12.728	-2.31	27.694	0.062	-0.649	0.14
O	-1.382	1.438	27.008	-0.344	-0.246	0.642
O	10.197	12.389	21.776	-0.178	0.012	-0.251
O	1.986	-1.634	28.916	0.049	0.339	-0.138
O	6.917	7.707	20.878	-0.157	0.193	-0.057
O	9.785	2.634	27.102	0.269	-0.643	0.332
O	1.836	8.251	26.481	0.585	0.195	0.007
O	2.661	8.644	29.852	0.048	0.068	-0.024
O	2.1	8.237	20.658	-0.327	0.288	0.322
O	12.944	11.634	18.297	0.594	-0.106	-0.216
O	10.207	-2.733	27.096	-0.265	0.006	-0.167
O	7.427	8.564	27.56	0.613	-0.562	-0.057
O	10.533	7.611	26.543	-0.354	0.054	-0.409
O	13.892	9.739	23.325	0.172	0.243	0.125
O	1.503	6.645	28.547	-0.478	-0.408	0.11
O	7.079	4.894	24.582	0.625	0.07	-0.125
O	0.636	5.95	26.195	-0.401	0.32	-0.128
O	1.451	3.478	25.716	0.481	0.089	-0.125
O	12.753	8.545	27.649	-0.055	-0.423	-0.204
O	12.11	2.844	25.951	0.057	-0.216	-0.504
O	5.814	5.867	26.62	-0.172	-0.086	0.301
O	0.005	2.215	20.899	0.39	0.413	0.58
O	4.019	-0.818	25.351	-0.305	-0.211	0.312
O	11.418	-0.663	26.116	0.169	0.358	0.03
O	5.343	0.419	27.224	-0.199	-0.415	-0.11
O	2.072	2.661	28.194	-0.246	0.316	-0.038
O	13.631	-1.153	18.358	-0.072	0.522	-0.511
O	3.757	-0.934	22.789	0.476	0.328	0.247
O	8.54	9.636	20.215	0.242	0.239	0.294
O	12.264	8.808	25.078	-0.225	-0.019	-0.481
O	-0.623	-0.99	26.712	0.197	-0.386	-0.545
O	12.907	3.392	21.114	-0.238	-0.179	0.183
O	5.893	5.784	22.31	0.107	0.206	0.07
O	13.383	1.085	22.138	-0.421	0.188	-0.004
O	7.363	3.723	27.002	-0.318	-0.078	0.12
O	7.846	-2.49	22.86	0.036	0.593	-0.037
O	1.738	-1.874	21.582	0.157	-0.485	0.225
O	3.568	10.337	25.848	0.064	-0.151	-0.158
O	9.422	10.999	23.808	0.596	-0.165	0.408
O	-0.598	-1.043	22.521	0.227	-0.003	0.154
O	12.387	-0.72	23.685	-0.189	-0.168	-0.311
O	4.514	5.338	24.42	-0.456	-0.018	0.018
O	8.433	6.062	26.534	-0.028	0.24	-0.293
O	8.622	3.295	29.34	-0.19	0.214	0.167
O	4.615	7.886	25.316	-0.192	0.147	-0.593
O	10.843	10.155	26.946	-0.096	0.257	-0.15
O	9.445	7.134	20.658	0.115	-0.015	0.099
O	10.235	0.766	24.33	0.02	-0.016	0.29
O	5.451	-2.61	23.965	0.106	-0.058	0.215
O	0.757	6.691	22.28	0.385	0.064	0.406
O	12.75	11.66	21.976	-0.019	0.178	0.231
O	11.842	-2.136	20.032	0.004	0.65	0.532
O	-0.861	10.001	20.834	0.39	0.119	0.04
O	11.299	10.658	20.043	-0.528	-0.313	0.31
O	6.184	0.825	22.072	-0.221	-0.45	0.101
O	-0.072	11.804	22.5	0.466	-0.115	0.338
O	9.169	4.439	21.042	-0.481	0.003	0.295
O	12.856	3.187	28.481	0.068	0.012	0.001
O	5.712	11.944	21.513	0.023	0.59	0.035
O	1.074	0.957	26.341	0.339	-0.512	-0.007
O	5.7	3.252	23.096	-0.195	-0.094	-0.503
O	10.072	-1.84	24.145	-0.136	-0.113	0.227

Results
total energy: -102071.424 eV
total energy less fixed offsets of O -438.35, Si -107.03 eV per atom: -0.334 eV
